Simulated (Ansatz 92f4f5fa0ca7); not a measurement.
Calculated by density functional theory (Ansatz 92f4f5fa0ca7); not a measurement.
Periodic cell of 190 atoms, Si104O86, from a study of silicon, its oxide and their interface. The atomic structure is a simulated model.

Settings: functional PBE; potential files Ansatz PAW; basis plane waves; wave-function cutoff 700 eV; density cutoff ratio 5; exchange-correlation grid ratio 2; k mesh 2 x 2 x 1, shifted by 0.5 0.5 0.5 of a step; self-consistency stop 5e-08 eV per atom in the density residual; occupations Fermi-Dirac, 0.05 eV; spin none; net charge 0.

Cell vectors (angstrom)
a	11.5983	0	0
b	0	11.5983	0
c	5.4836	-2.9041	24.6971

Atoms and the computed forces on them: element, x, y, z (angstrom), force x, y, z (eV/angstrom)
Si	0.6977	0.246	-1.7995	-0.0765	0.0918	-0.4338
Si	0.0901	3.3128	-1.8413	-0.1463	-0.1042	-0.2712
Si	1.7733	8.065	-5.3107	-0.1045	-0.0223	-0.1224
Si	3.7141	-0.0844	-1.3147	0.0344	-0.0554	-0.0961
Si	4.7501	3.8017	1.902	0.0221	-0.1991	-0.1722
Si	5.2828	7.4134	0.1951	-0.2479	-0.348	-0.3365
Si	11.086	-0.1614	1.1632	0.4743	0.1108	-0.2142
Si	8.8229	3.3818	0.5192	-0.692	0.0691	-0.579
Si	8.9079	4.7257	-2.289	0.0748	-0.0007	-0.1394
Si	4.6082	-0.0473	1.7114	-0.1045	-0.0516	-0.2976
Si	4.4426	5.1996	-0.6404	0.2564	0.266	0.0064
Si	3.6277	7.6489	1.8779	-0.0377	0.1202	0.0257
Si	7.0672	-0.098	1.7158	0.1721	0.0552	-0.1011
Si	7.102	3.6598	2.0527	0.1848	-0.0442	-0.3141
Si	7.506	7.5446	1.2324	0.3186	0.01	-0.4369
Si	8.8972	0.2639	0.2186	-0.5325	0.027	-0.6859
Si	11.0603	3.6882	1.2958	0.4212	-0.0241	-0.1618
Si	12.7561	7.5276	1.5937	0.0081	0.0652	0.163
Si	3.9985	1.8514	2.9726	0.1026	0.1089	0.243
Si	4.078	5.6961	3.1574	0.0216	-0.1536	0.1169
Si	4.0251	9.6451	3.0069	-0.0213	-0.2052	0.0804
Si	7.5635	1.7047	3.2046	-0.1642	0.0586	0.2009
Si	7.7531	5.714	2.9119	-0.1324	-0.0052	0.2183
Si	7.66	9.4465	2.7338	-0.0408	0.1653	0.184
Si	11.5015	1.7521	2.6013	-0.0135	0.0803	0.3247
Si	11.7467	5.6003	2.6653	-0.0008	-0.056	0.1015
Si	11.6885	9.5185	2.499	0.0681	-0.0178	0.1743
Si	1.8765	1.8116	4.032	-0.0612	-0.0638	-0.0292
Si	1.973	5.586	4.2027	-0.067	0.0166	0.0538
Si	1.9284	9.6561	4.0336	0.0306	0.0832	0.1662
Si	5.6984	1.7879	4.6287	0.3457	-0.2209	0.1294
Si	5.9843	5.7113	4.5894	0.1445	0.0788	0.0636
Si	5.9207	9.3865	4.3917	0.0124	0.1205	-0.0399
Si	9.692	1.8297	4.1597	-0.0285	-0.1402	0.1866
Si	9.7627	5.5819	4.1311	0.0659	0.012	0.1693
Si	9.7255	9.5032	3.951	-0.0737	0.0371	0.1061
Si	1.9354	-0.105	5.4347	0.113	0.0178	-0.0484
Si	1.7827	3.6824	5.5195	0.1813	0.0384	0.0754
Si	2.1014	7.6959	5.4133	0.0009	-0.0477	0.0005
Si	5.8049	-0.2741	5.7699	0.0253	-0.0106	-0.1436
Si	5.8468	3.7125	6.0179	-0.0099	-0.048	0.0642
Si	6.0117	7.6198	5.9731	0.0782	0.0463	0.1063
Si	9.6805	-0.1038	5.4535	0.083	0.3485	-0.2377
Si	9.648	3.6179	5.7674	0.0504	-0.1372	-0.1346
Si	9.7218	7.582	5.3223	0.0628	0.0675	-0.0122
Si	3.7665	-0.0895	6.9635	-0.147	-0.1269	-0.0845
Si	3.6307	3.8372	6.9589	-0.0181	-0.1015	-0.2545
Si	3.9248	7.8177	7.0966	0.0618	0.2251	-0.6792
Si	7.824	-0.2059	6.9599	-0.0675	-0.3985	0.0911
Si	7.8209	3.2422	7.4348	-0.3033	0.2589	-0.0617
Si	8.1669	7.64	7.1256	-0.121	-0.0854	-0.1349
Si	11.6445	-0.0228	6.7755	0.0511	-0.0176	-0.0909
Si	11.6212	3.611	7.1362	0.0365	0.257	-0.0358
Si	11.6716	7.6063	6.5683	-0.1128	-0.0019	-0.1662
Si	3.1619	1.8629	8.1424	0.1787	-0.1615	-0.0324
Si	3.5172	5.8487	8.2352	0.0025	0.2409	0.5558
Si	7.1068	1.2372	8.7292	0.4956	-0.395	-0.2711
Si	9.175	6.2459	8.8236	-0.0177	-0.0056	0.3249
Si	7.8864	4.4203	9.4957	0.3295	0.5676	0.2132
Si	4.9596	2.2091	9.6041	-0.6549	-0.0317	0.3141
Si	0.3648	-0.0499	11.1357	0.2053	0.0014	-0.0919
Si	11.3987	5.8029	8.0723	0.1593	-0.0184	-0.0446
Si	11.3041	9.5444	7.8199	-0.2155	-0.1234	0.2808
Si	1.5618	6.7016	9.3831	-0.0013	0.0601	0.0945
Si	3.6856	8.0652	12.747	-0.1438	-0.1863	0.3565
Si	3.6383	9.7548	8.5377	-0.0502	0.0142	0.064
Si	9.3586	-1.6429	12.0993	-0.3811	0.1432	0.2852
Si	4.0126	5.1429	12.6667	-0.249	0.036	0.1796
Si	8.8921	9.6098	8.1667	0.093	0.1264	-0.1155
Si	0.7127	1.6094	8.3964	-0.227	-0.287	0.4241
Si	13.0753	6.4238	11.6733	0.0809	-0.1423	-0.0906
Si	1.4693	9.2017	9.3357	-0.2465	0.1936	0.1986
Si	7.0361	10.2114	17.1695	-0.0482	-0.0119	0.0201
Si	2.6567	9.5432	15.0882	-0.1481	0.0689	0.1975
Si	3.8357	4.5294	15.5762	-0.0052	0.0041	0.1608
Si	10.5928	2.7205	16.9648	0.1057	0.0314	-0.0437
Si	4.7897	0.8889	12.3917	-0.1195	0.1256	0.4317
Si	5.562	4.488	10.0209	0.2302	-0.1009	0.3772
Si	2.0695	8.1566	19.2237	0.1918	-0.0416	-0.2418
Si	2.8285	7.1929	16.6494	-0.0564	-0.0421	-0.003
Si	1.5639	2.7503	15.7229	-0.1125	0.0069	0.1022
Si	5.626	6.1049	21.9757	0.0929	-0.0634	-0.2308
Si	9.9677	6.9275	11.7617	0.0976	-0.1728	0.0252
Si	3.5351	4.4548	23.3943	0.1343	-0.076	-0.4006
Si	7.803	2.4734	23.0273	0.1402	0.0254	-0.2688
Si	7.9927	-1.2601	10.2102	0.5014	-0.0968	-0.0387
Si	10.8732	3.8868	14.4264	0.1007	-0.0816	0.1093
Si	1.9647	11.9835	13.707	-0.1431	-0.0171	0.3589
Si	6.6575	4.1557	16.6211	-0.0101	0.0593	0.0102
Si	5.0549	-1.6941	10.5987	-0.1143	-0.3946	0.0611
Si	9.6885	3.9014	20.8798	0.0364	0.0908	0.0632
Si	8.899	4.1913	12.3571	0.0178	-0.0246	0.2413
Si	7.0895	2.3273	14.1618	0.1192	0.0359	0.1778
Si	4.1173	9.4858	17.4892	-0.0725	0.0692	0.0252
Si	10.7212	-2.2607	19.3986	-0.1724	0.2241	-0.2881
Si	8.3713	-0.3667	14.8272	0.0386	0.0229	0.0671
Si	9.5086	11.5471	17.5328	0.0563	0.0178	0.0268
Si	10.8317	6.0046	22.9324	0.0376	-0.1672	-0.1736
Si	13.2593	8.0517	22.2055	-0.0546	-0.0357	-0.1502
Si	11.5504	1.6404	21.4559	0.0322	0.1915	-0.0819
Si	8.5405	7.6311	18.0787	0.044	-0.0561	-0.1638
Si	9.4694	5.3609	16.4379	0.0203	-0.0417	-0.1293
Si	6.4327	4.1423	24.0422	-0.1734	0.2589	-0.1009
Si	11.1141	10.1301	21.534	-0.0153	-0.1529	-0.1822
O	2.2982	0.2614	-1.9899	0.0698	0.0491	0.1135
O	0.4254	-0.0672	-0.227	-0.4184	-0.0257	0.4238
O	0.1848	3.4983	-0.2154	-0.2373	0.0667	0.3287
O	8.9227	1.8779	-0.2045	0.2087	-0.0922	0.4586
O	10.3352	3.9462	-2.562	0.146	-0.006	0.0832
O	4.2822	3.8418	0.2984	0.1418	0.2459	0.2224
O	4.8396	3.6689	24.0041	-0.0608	0.0185	-0.0006
O	14.1236	4.8279	24.6308	-0.5082	-0.0259	0.583
O	3.7005	0.0001	0.3079	0.2334	-0.012	0.3309
O	4.4307	6.6596	13.0976	0.0466	0.0984	-0.0799
O	4.3503	1.8054	11.1244	0.3544	0.0908	-0.3091
O	9.5626	7.1577	10.1894	0.1512	0.0716	-0.1067
O	4.886	5.7649	9.2345	-0.3074	-0.1795	-0.1479
O	0.1835	1.0509	9.9146	0.2195	0.2041	-0.4303
O	8.1836	1.1445	14.2848	-0.0234	0.0074	-0.0291
O	10.7671	2.7064	20.4429	-0.0146	-0.015	0.098
O	0.1301	1.7195	-2.2558	-0.0249	0.0227	0.2121
O	12.2025	6.8696	22.6316	-0.0463	-0.0281	0.111
O	6.6392	5.5406	23.1409	0.0155	-0.2436	0.2365
O	2.3401	7.6681	20.7584	-0.0462	-0.0038	0.179
O	9.6052	7.0924	22.938	0.0633	0.039	0.0846
O	7.4213	6.6355	18.703	-0.0065	-0.0192	0.0677
O	14.0534	5.1421	12.0978	0.0424	0.1043	0.066
O	8.8418	-0.5209	-1.262	0.165	0.1562	0.4189
O	8.4948	4.3954	-0.7465	0.044	-0.0553	0.1166
O	8.9977	6.349	-2.3991	-0.0359	0.1093	0.1735
O	9.5883	6.8301	17.1037	-0.0508	0.0532	0.0821
O	10.61	5.0014	21.6562	-0.0181	0.0805	0.1306
O	4.0934	4.2144	14.0002	0.0213	-0.0004	-0.1953
O	1.8993	8.2532	15.7808	0.1077	-0.0062	-0.0264
O	1.1087	0.7184	12.3717	-0.147	-0.0714	-0.2327
O	13.6961	7.7453	12.4521	0.0273	-0.0752	-0.1296
O	9.8906	-3.1691	12.3734	0.0908	-0.182	-0.0458
O	10.5367	-0.5842	11.6981	0.095	0.0571	-0.0088
O	7.817	0.4173	10.0486	-0.2739	0.0213	-0.0559
O	9.8692	1.5238	17.7736	-0.0492	-0.0854	0.0064
O	5.1182	4.5972	11.6154	0.145	-0.0373	-0.3785
O	5.3306	-0.4969	11.7079	-0.1228	0.0007	-0.1795
O	5.8513	1.6934	13.3236	-0.1132	-0.1552	-0.1871
O	9.5938	-0.3989	15.9286	-0.0407	-0.026	-0.0389
O	4.2826	7.9569	16.871	-0.0306	0.0298	0.0088
O	8.6992	3.6983	10.8128	-0.2787	-0.1361	-0.4816
O	1.2363	10.2388	10.6576	0.1646	-0.1338	-0.0343
O	7.0116	10.6962	15.5963	0.0583	-0.0211	0.0827
O	12.2273	2.6193	17.0684	0.0052	-0.0043	-0.0267
O	5.2175	4.8502	16.3461	-0.021	-0.0007	-0.0337
O	4.3788	8.6677	11.4192	-0.023	0.0793	-0.1433
O	7.9604	11.2722	18.0223	-0.0061	-0.0245	-0.0242
O	13.1959	12.9305	14.9643	0.0815	-0.0969	-0.1611
O	6.5789	-2.1273	10.1792	-0.1715	0.2119	-0.1347
O	11.1512	2.0975	22.97	0.0265	-0.2064	-0.1029
O	9.4429	-3.2797	19.2488	0.108	0.0877	0.1042
O	1.6213	10.4781	14.2579	0.0285	0.051	-0.0697
O	8.9043	5.8385	12.3943	0.0459	0.1357	-0.057
O	6.6812	2.7914	15.6972	0.0273	-0.0361	-0.0803
O	3.154	9.3465	18.8172	-0.0916	-0.104	0.0249
O	7.7351	8.7426	17.2155	0.04	0.0034	-0.0018
O	3.8032	9.0565	14.0235	0.0775	-0.0857	-0.1483
O	5.5503	10.1567	17.8327	0.0814	0.0113	0.0005
O	10.3193	5.3102	15.039	-0.0372	-0.0073	-0.0203
O	6.752	4.0485	18.2641	0.0479	0.041	0.0826
O	10.2364	2.6724	15.3527	0.072	0.0713	-0.002
O	8.4866	3.2665	21.7614	-0.1528	-0.1574	-0.0406
O	7.7347	3.5923	13.3429	0.0203	0.0724	-0.1553
O	10.3704	3.6746	12.8974	-0.1282	0.0221	-0.0932
O	2.2482	6.91	18.1558	0.0188	0.112	0.0453
O	8.7819	4.7166	19.7951	0.0837	-0.0512	0.0101
O	3.0438	3.2405	16.1867	0.0017	0.0231	-0.0747
O	11.4779	6.307	12.0498	-0.1481	0.1212	-0.0356
O	0.6463	8.2858	-4.1249	0.0093	0.0061	0.094
O	5.6457	7.7399	21.902	-0.0066	0.0809	0.1711
O	10.1841	9.7616	22.8144	-0.0005	0.051	0.1371
O	10.5378	10.6006	18.3482	0.0267	-0.1058	0.1225
O	7.8904	5.0908	16.1127	0.0124	-0.026	0.0085
O	11.0097	0.131	21.2287	-0.0113	-0.1551	0.0653
O	8.7005	-1.2896	13.5514	0.0539	-0.0264	-0.1191
O	4.1109	5.6869	22.4628	-0.1547	-0.006	0.1702
O	1.4516	4.1056	-2.3245	0.0449	0.1868	0.0246
O	3.5364	0.5419	13.361	0.1937	0.0422	-0.1822
O	12.5866	9.5354	21.9884	-0.0189	0.1124	-0.0114
O	3.3837	10.3781	16.3109	0.0176	-0.1129	-0.0336
O	2.9014	5.8415	15.7847	0.0014	0.0152	-0.0524
O	10.0727	4.1981	17.4461	-0.0189	0.0118	0.0023
O	7.7046	4.4155	-3.3656	-0.1224	-0.0802	0.1171
O	0.8955	3.8252	14.6522	-0.0348	-0.0134	-0.0698
O	12.1368	-2.9619	18.9974	-0.0228	0.0242	0.0347

Results
free energy: -115031.818 eV
free energy less fixed offsets of O -569.03, Si -635.61 eV per atom: 8.202 eV
pressure: -0.55 GPa
stress xx, yy, zz, yz, xz, xy (GPa, positive in tension): 1.18, 0.18, 0.29, 0.03, -0.09, -0.08

The program warned: the cutoff lies below the one the program advises for these potential files.
